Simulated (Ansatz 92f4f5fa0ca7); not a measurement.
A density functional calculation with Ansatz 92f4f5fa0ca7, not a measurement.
Periodic cell of 226 atoms, Si134O92, from a study of silicon, its oxide and their interface. The atomic structure is a simulated model.
Doubt: the cutoff is far below the 930 eV that the study's wrapper takes by default for these files, so forces and energies are approximate.

Settings
functional: PBE
potential files: Ansatz PAW
basis: plane waves
wave-function cutoff: 580 eV
density cutoff ratio: 5
exchange-correlation grid ratio: 1
k mesh: 1 x 1 x 1, Gamma-centred
self-consistency stop: 5e-08 eV per atom in the density residual
occupations: fixed
spin: none
net charge: 0

Cell vectors (angstrom)
a, 10.938, 0, 0
b, 0, 10.938, 0
c, 0, 0, 32.3576

Atoms and the computed forces on them: element, x, y, z (angstrom), force x, y, z (eV/angstrom)
Si, 0.2533, -0.1584, 24.6558, 0.089, -0.1163, -0.1581
Si, 5.1571, 0.2261, 25.092, 0.0742, -0.0313, -0.2232
Si, 3.1124, 2.5225, 24.7476, 0.1385, 0.0254, -0.3184
Si, 7.9437, 3.0717, 24.9897, -0.0903, -0.0047, -0.2225
Si, -0.3857, 5.6919, 24.8429, 0.1041, 0.0154, -0.2668
Si, 5.7948, 5.2899, 24.9404, 0.1433, -0.1403, -0.2776
Si, 2.4594, 8.5258, 24.7762, -0.0612, -0.0112, -0.0094
Si, 8.414, 7.9868, 24.8551, 0.0839, -0.0557, -0.2492
Si, 1.3874, 1.4244, 26.0457, 0.0233, 0.0299, -0.1417
Si, 6.8115, 1.4172, 26.272, 0.0263, -0.0075, -0.2792
Si, 4.1401, 4.1129, 26.1844, 0.0003, 0.081, -0.2145
Si, 9.5145, 4.1885, 26.3105, -0.0479, -0.0838, -0.1268
Si, 1.3317, 6.85, 26.073, -0.1022, 0.0503, -0.1543
Si, 6.8775, 6.8781, 26.2759, -0.0254, 0.0242, -0.1551
Si, 3.9376, 9.6048, 26.3084, 0.068, 0.0047, -0.1483
Si, 9.6248, 9.6158, 26.108, -0.0434, 0.0103, -0.1992
Si, 2.6414, 0.0806, 27.5986, -0.0709, 0.0169, 0.0893
Si, 8.222, 0.0065, 27.537, 0.014, -0.0842, 0.0205
Si, 0.0047, 2.7457, 27.5126, 0.0176, -0.0578, 0.1043
Si, 5.446, 2.7656, 27.6164, 0.048, -0.0291, 0.0426
Si, 2.7147, 5.4906, 27.5035, -0.0012, -0.0036, 0.0189
Si, 8.1786, 5.5122, 27.6576, -0.0184, 0.0906, 0.1493
Si, 0.0072, 8.2077, 27.5398, -0.0606, 0.0094, -0.1012
Si, 5.4247, 8.234, 27.5613, -0.0045, -0.0012, 0.0928
Si, 4.1018, 1.3673, 28.9393, -0.2169, 0.107, 0.211
Si, 9.5708, 1.3673, 28.9393, 0.1959, 0.0107, -0.3038
Si, 1.3673, 4.1018, 28.9393, 0.0432, 0.0458, -0.4238
Si, 6.8362, 4.1018, 28.9393, -0.1481, 0.0831, 0.4863
Si, 4.1018, 6.8362, 28.9393, -0.1378, -0.0775, -0.2421
Si, 9.5708, 6.8362, 28.9393, 0.2228, 0.3633, 0.2907
Si, 1.3673, 9.5708, 28.9393, -0.3029, 0.1046, 0.082
Si, 6.8362, 9.5708, 28.9393, 0.0261, 0.0742, -0.2698
Si, 0, 0, 30.3066, -0.0207, -0.1389, 0.0181
Si, 5.469, 0, 30.3066, 0.0108, 0.0206, -0.0378
Si, 2.7345, 2.7345, 30.3066, 0.1047, -0.0167, 0.0113
Si, 8.2035, 2.7345, 30.3066, -0.0077, 0.0451, -0.0318
Si, 0, 5.469, 30.3066, -0.003, 0.055, -0.0289
Si, 5.469, 5.469, 30.3066, 0.0186, -0.0879, 0.0192
Si, 2.7345, 8.2035, 30.3066, 0.0195, 0.0299, -0.0553
Si, 8.2035, 8.2035, 30.3066, 0.0957, -0.0164, 0.0071
Si, 1.3673, 1.3673, 31.6738, -0.0431, 0.0174, -0.0285
Si, 6.8362, 1.3673, 31.6738, -0.0088, -0.0236, -0.0169
Si, 4.1018, 4.1018, 31.6738, -0.0525, 0.0529, 0.0023
Si, 9.5708, 4.1018, 31.6738, 0.0195, 0.0026, -0.0223
Si, 1.3673, 6.8362, 31.6738, 0.038, 0.0048, -0.0287
Si, 6.8362, 6.8362, 31.6738, -0.0411, 0.0342, -0.023
Si, 4.1018, 9.5708, 31.6738, -0.0177, -0.0546, -0.0248
Si, 9.5708, 9.5708, 31.6738, -0.0751, 0.1071, 0.0028
Si, 2.7345, 0, 0.6835, 0.0595, 0.0013, 0.0124
Si, 8.2035, 0, 0.6835, 0.0151, -0.0431, 0.0337
Si, 0, 2.7345, 0.6835, -0.0046, -0.0011, 0.0214
Si, 5.469, 2.7345, 0.6835, 0.0353, -0.0139, 0.0138
Si, 2.7345, 5.469, 0.6835, -0.0154, 0.0044, 0.0244
Si, 8.2035, 5.469, 0.6835, 0.031, -0.0338, 0.0111
Si, 0, 8.2035, 0.6835, 0.0126, -0.0412, 0.0025
Si, 5.469, 8.2035, 0.6835, 0.018, 0.015, 0.0286
Si, 4.1018, 1.3673, 2.0507, -0.0938, -0.0156, 0.0327
Si, 9.5708, 1.3673, 2.0507, 0.0499, 0.0052, -0.0253
Si, 1.3673, 4.1018, 2.0507, 0.0579, 0.0334, -0.0276
Si, 6.8362, 4.1018, 2.0507, -0.0891, 0.0367, 0.0218
Si, 4.1018, 6.8362, 2.0507, -0.0031, 0.0491, 0.0027
Si, 9.5708, 6.8362, 2.0507, -0.0524, 0.0219, 0.0384
Si, 1.3673, 9.5708, 2.0507, -0.0544, -0.028, 0.0415
Si, 6.8362, 9.5708, 2.0507, -0.0173, 0.0046, -0.0065
Si, 0, 0, 3.418, -0.2362, 0.1699, -0.2077
Si, 5.469, 0, 3.418, 0.2794, -0.0284, 0.1515
Si, 2.7345, 2.7345, 3.418, -0.002, 0.1219, -0.3391
Si, 8.2035, 2.7345, 3.418, 0.0469, -0.154, 0.4472
Si, 0, 5.469, 3.418, -0.1123, -0.3347, 0.1556
Si, 5.469, 5.469, 3.418, 0.2235, -0.1645, -0.0238
Si, 2.7345, 8.2035, 3.418, 0.1749, -0.1111, -0.0552
Si, 8.2035, 8.2035, 3.418, -0.1477, -0.1441, -0.166
Si, 1.3393, 1.4058, 4.7442, 0.0575, 0.0838, -0.1392
Si, 6.8593, 1.3359, 4.8565, 0.0687, -0.0378, -0.0389
Si, 4.1526, 4.0413, 4.7699, -0.0675, 0.0048, -0.1297
Si, 9.579, 4.0675, 4.8558, 0.0685, 0.0207, -0.0627
Si, 1.3954, 6.7963, 4.7594, 0.0717, -0.0858, -0.0682
Si, 6.8886, 6.777, 4.7986, 0.0177, 0.007, -0.0163
Si, 4.141, 9.5426, 4.7736, 0.0946, -0.0711, -0.0464
Si, 9.5212, 9.5982, 4.7521, -0.0237, 0.008, -0.1324
Si, 2.8008, 0.0864, 5.979, -0.0588, -0.0084, 0.1433
Si, 8.1501, -0.1102, 6.2844, -0.0453, -0.0471, 0.0976
Si, -0.0308, 2.6471, 6.2465, 0.0466, -0.0664, 0.18
Si, 5.5135, 2.7236, 6.221, -0.028, 0.0377, 0.1515
Si, 2.7323, 5.3521, 6.096, 0.009, 0.0195, 0.1122
Si, 8.2679, 5.4409, 6.275, -0.1083, 0.0955, 0.0684
Si, 0.016, 8.231, 5.9698, 0.0326, 0.0322, 0.1412
Si, 5.4676, 8.1034, 6.1447, -0.0531, -0.0344, 0.1649
Si, 3.889, 1.5402, 7.4872, -0.0859, -0.1725, 0.4124
Si, 9.8716, 0.8939, 7.5446, 0.0876, -0.1113, 0.5478
Si, 1.6621, 3.7633, 7.484, 0.0566, 0.1345, 0.4102
Si, 6.592, 4.348, 7.5869, 0.0737, 0.0016, 0.4118
Si, 4.2865, 6.482, 7.4362, -0.0099, -0.0663, 0.2168
Si, 9.5012, 7.1423, 7.4205, 0.1338, 0.0392, 0.2662
Si, 1.2594, 9.8048, 7.1796, 0.0924, 0.035, 0.3426
Si, 7.0261, 9.0992, 7.6139, -0.1169, -0.1869, 0.2531
O, 5.4426, 5.4523, 8.0465, -0.0184, 0.0423, -0.4691
O, 0.1594, -0.1629, 7.9566, -0.1176, 0.0996, -0.5597
O, 2.7724, 2.645, 8.0088, -0.0697, 0.0687, -0.4281
O, 8.3178, 8.1354, 8.0028, -0.0641, 0.0418, -0.319
O, -4.5652, 9.7699, 21.445, 0.1542, 0.0693, 0.2728
O, 6.84, 4.1329, 24.3117, -0.0161, 0.0716, 0.6467
O, 5.754, 10.1652, 23.9396, 0.0555, 0.0105, -0.0269
O, 0.0036, 4.8469, 23.4623, -0.0453, 0.1094, 0.4018
O, 6.2424, 9.1565, 9.07, 0.1823, 0.0353, -0.3759
O, 1.2414, 4.4767, 8.919, 0.119, -0.0575, -0.439
O, 2.2559, 9.2103, 8.3299, -0.0133, -0.0519, -0.0018
O, 7.1352, 3.7641, 9.0454, -0.0044, 0.1809, -0.5234
O, 10.5062, 6.8305, 8.6992, -0.1465, -0.0759, -0.2261
O, 4.3539, 0.7746, 8.8932, -0.1027, 0.1287, -0.4675
O, 3.5025, 6.9424, 8.8128, 0.0512, 0.0156, -0.1188
O, 9.2636, 1.1656, 9.0626, 0.0358, -0.0479, -0.4916
O, 4.2051, 1.3422, 24.3058, -0.1155, 0.002, 0.5435
O, 8.8401, 2.5128, 23.7322, 0.0424, -0.0115, 0.0521
O, 9.4867, 6.8436, 24.3047, 0.007, 0.0222, 0.4258
O, 3.2937, 7.898, 23.5075, -0.0062, -0.0003, 0.0191
O, 7.7361, 8.5121, 23.4324, 0.011, 0.0006, 0.1925
O, 1.2743, 4.1147, 21.2881, 0.0569, -0.05, 0.109
O, -2.2759, 8.9268, 15.3766, -0.0125, -0.0538, 0.0784
O, 9.9083, 0.0729, 19.0612, 0.0286, -0.0323, -0.0501
Si, 11.4742, 13.2303, 12.4411, 0.0355, 0.0093, -0.0257
Si, 2.7858, 8.2308, 9.5008, -0.0395, 0.0484, -0.0162
Si, 5.4462, 8.7873, 20.5657, -0.1634, 0.101, -0.312
Si, -1.7598, 1.2525, 22.7655, -0.0712, 0.0816, -0.0805
Si, 7.1285, 11.6854, 16.0158, 0.1315, -0.0619, -0.0464
Si, 2.6408, 3.9297, 16.6434, -0.0367, 0.0592, 0.0329
Si, 10.9745, 9.8096, 18.7994, 0.0302, 0.0165, 0.115
Si, 2.784, 4.0454, 21.9068, -0.0413, -0.0268, -0.2915
Si, 9.018, 7.5924, 16.2371, 0.0449, 0.0559, 0.0417
Si, 11.1388, 4.1013, 14.8923, 0.0035, 0.0179, -0.1239
Si, 4.1674, -4.1393, 22.6771, 0.0102, 0.0631, -0.1241
Si, 10.9772, 7.1081, 10.2318, -0.2667, 0.0218, 0.3788
Si, 5.4954, -1.6776, 10.5105, 0.1699, 0.1887, 0.2516
Si, 6.7825, 3.2719, 10.556, -0.1051, -0.159, 0.3413
Si, 3.0332, 0.6533, 13.0209, -0.1058, 0.0267, -0.0376
Si, 0.6325, 18.2758, 20.2128, -0.023, -0.0212, -0.1165
Si, 13.4669, 6.3663, 18.2885, -0.0496, 0.0677, -0.0197
Si, 3.8629, 14.8822, 19.2008, -0.0421, 0.0563, -0.02
Si, 11.338, 10.7631, 16.1229, -0.0202, -0.0415, 0.0164
Si, 9.383, -2.7829, 12.4897, -0.0293, -0.0381, -0.0205
Si, 5.6684, -2.0028, 15.7604, 0.0863, -0.0523, -0.1049
Si, 2.701, -1.5321, 14.9064, -0.0319, 0.0904, -0.105
Si, 6.9093, -3.4943, 18.1336, -0.033, -0.0021, 0.0587
Si, 9.0417, 3.076, 20.2238, 0.0329, 0.197, -0.2325
Si, 6.3762, 4.6171, 13.211, -0.0308, 0.068, 0.0008
Si, -3.9499, -1.0648, 22.934, -0.1222, -0.0763, -0.0501
Si, 11.4007, 15.1786, 10.3171, -0.0955, -0.2364, 0.3851
Si, 9.0337, -0.7629, 14.382, 0.0134, -0.0428, -0.0571
Si, 20.5683, 1.2811, 17.9666, 0.0404, -0.0025, 0.0826
Si, 15.7724, -8.3957, 14.8067, -0.0429, 0.0364, -0.0904
Si, 2.7242, 9.0019, 19.4996, -0.0508, 0.1021, -0.0365
Si, 8.2306, 4.7133, 15.6772, -0.0399, 0.0252, -0.0415
Si, 11.4672, 7.1086, 14.6732, -0.0409, 0.0345, -0.1086
Si, 6.5036, 7.5667, 13.0286, 0.1012, -0.0488, 0.0897
Si, 4.6963, 11.9818, 10.4714, 0.0699, 0.058, 0.3122
Si, -0.0118, 4.9476, 21.8398, -0.119, 0.0894, -0.3817
Si, 9.3885, -8.9074, 10.4219, 0.1592, 0.1029, 0.3854
Si, 17.7543, -6.6277, 18.4621, 0.0591, 0.0806, 0.1034
O, 8.0253, 0.1543, 22.985, 0.0018, 0.0508, 0.0014
O, -3.465, 4.0793, 16.981, -0.0094, -0.0513, 0.0025
O, 9.1064, 1.7873, 21.2238, 0.036, -0.2244, 0.3402
O, 15.0697, 9.618, 20.0078, 0.1401, -0.0677, 0.0408
O, 5.3132, 6.1406, 23.6218, -0.0316, -0.0133, 0.1314
O, 1.8641, 8.0139, 14.823, 0.0111, -0.0521, 0.0219
O, 7.8985, 2.1858, 11.0375, 0.0581, -0.0097, -0.083
O, 1.0211, 6.3283, 18.964, 0.0297, 0.002, 0.0488
O, 12.914, -11.2754, 15.785, -0.0144, 0.0065, 0.0717
O, 10.5928, 0.558, 23.2552, 0.0216, -0.0471, 0.2294
O, 3.5924, 5.57, 19.2475, 0.0376, -0.0781, 0.056
O, 6.1893, 8.6069, 14.2408, -0.0313, 0.0274, -0.0476
O, 3.8898, 9.0009, 10.4006, -0.1873, -0.0634, -0.1028
O, 2.9491, -0.9404, 13.3924, 0.0304, -0.0054, -0.0255
O, 6.7958, 4.491, 11.6362, 0.0107, -0.0615, -0.0719
O, 12.3025, 9.6284, 24.136, -0.0147, 0.0278, 0.444
O, 13.6956, 3.2965, 18.1622, 0.0424, -0.0203, 0.0113
O, -0.0058, -4.4013, 21.4508, 0.0384, -0.0499, 0.1078
O, -0.3893, 8.5053, 19.683, 0.0157, -0.0067, -0.0368
O, -0.0082, -1.3742, 17.1778, -0.0244, -0.0163, -0.0257
O, -0.3067, -3.2305, 13.4171, 0.0298, -0.0145, -0.0322
O, 11.0868, 5.6769, 11.0077, 0.0212, 0.0308, -0.1218
O, 7.5748, 14.5103, 19.7102, 0.0325, -0.0194, -0.0143
O, 13.4897, -5.3567, 16.8469, 0.0081, -0.0422, -0.0416
O, 5.3403, 2.5263, 10.5963, -0.097, 0.0733, -0.052
O, 12.5628, 10.1709, 19.1398, -0.0238, -0.0347, -0.0274
O, -4.546, 8.3919, 19.3243, 0.0025, 0.009, 0.099
O, -1.1023, 8.0372, 10.9394, 0.112, -0.0351, -0.1451
O, 6.0418, -2.723, 11.6152, -0.0468, 0.0496, -0.1716
O, 5.323, 3.6729, 18.5484, -0.0056, -0.0321, 0.0135
O, 8.9561, -1.2335, 12.8242, 0.0275, -0.0021, 0.0292
O, 10.5838, 18.1278, 16.0489, -0.0524, 0.0052, 0.1162
O, 14.345, 11.883, 11.4635, 0.0782, -0.0164, -0.0967
O, -0.1096, 1.2103, 16.8385, 0.0167, -0.0285, -0.0324
O, 6.3059, 10.3193, 16.3533, -0.0405, 0.0579, 0.0642
O, 2.0245, 8.0862, 20.6842, -0.0481, -0.0056, -0.0053
O, 14.8813, 3.4648, 15.8014, 0.0096, 0.0043, -0.0375
O, 20.7125, 4.227, 15.7622, -0.0061, 0.0125, 0.0692
O, 4.0712, -1.8479, 15.6742, 0.0224, -0.0167, 0.0812
O, 10.3663, 1.4201, 11.595, -0.0711, 0.0592, -0.1266
O, 4.9224, -3.4349, 21.4146, -0.0481, -0.1779, 0.2717
O, 10.5722, 10.5891, 14.7018, -0.0394, 0.0146, 0.0276
O, 8.1368, 6.3349, 15.6776, 0.0338, 0.0184, -0.0028
O, 3.7262, 3.3764, 20.732, -0.0321, 0.064, 0.0779
O, 5.7193, 10.8121, 10.9932, -0.017, -0.1182, -0.1223
O, 6.7682, 5.9224, 18.6828, 0.0159, -0.0612, -0.014
O, 16.1783, 3.515, 13.5638, 0.0182, -0.0145, 0.0278
O, 1.4995, 7.8053, 10.3961, 0.1334, 0.0391, -0.1374
O, 2.7573, 3.1734, 23.2683, -0.0217, -0.1563, 0.3896
O, 14.9879, 12.2389, 14.1147, 0.0429, 0.0057, 0.0487
O, 8.0937, -3.7153, 12.8309, -0.0047, -0.0175, 0.0069
O, 9.9736, 3.5052, 10.0169, -0.0022, 0.046, -0.1745
O, 12.5023, 12.2519, 13.1973, -0.0231, 0.0162, -0.0103
O, 7.5969, 15.2109, 14.2453, 0.0022, 0.0181, -0.0337
O, 13.8933, 18.8962, 18.2255, 0.0212, -0.0633, 0.0129
O, 8.0323, 11.4161, 14.6709, -0.0508, 0.0347, 0.0198
O, 9.658, 4.3344, 21.0371, 0.0026, -0.0018, 0.1357
O, 8.4792, 7.8001, 17.772, 0.0525, -0.0239, -0.0422
O, 5.7881, 6.1378, 13.3732, 0.0088, -0.0167, 0.0086
O, 17.0241, 1.9442, 15.6696, -0.0057, 0.0118, 0.0329
O, 10.7639, 3.1819, 13.6057, 0.0003, -0.0054, -0.0127
O, 11.7488, 5.5346, 14.3809, 0.0101, 0.0124, -0.0063
O, 1.3329, 14.3557, 15.839, 0.0257, -0.0269, 0.0692
O, 3.1998, 5.5863, 22.2081, 0.0575, 0.0716, 0.0967
O, 12.2297, 3.3031, 11.3796, -0.0513, 0.0689, -0.0998
O, 8.1485, 1.1211, 17.2613, -0.0657, 0.0078, -0.0187
O, 9.7957, 2.6577, 18.823, -0.0362, 0.0048, 0.065
O, 16.9319, -3.2103, 16.8074, -0.0721, -0.0133, -0.0329

Results
free energy: -137510.573 eV
free energy less fixed offsets of O -568.88, Si -635.61 eV per atom: -1.873 eV

The program warned: the cutoff lies below the one the program advises for these potential files; the exchange-correlation potential is rough where the density is thin.
